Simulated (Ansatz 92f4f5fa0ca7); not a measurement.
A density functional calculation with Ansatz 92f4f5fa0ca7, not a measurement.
Periodic cell of 130 atoms, Si86O44, from a study of silicon, its oxide and their interface. The atomic structure is a simulated model.

Settings
functional: r2SCAN
potential files: Ansatz norm-conserving
basis: plane waves
wave-function cutoff: 1300 eV
density cutoff ratio: 4
exchange-correlation grid ratio: 1
k mesh: 2 x 2 x 1, shifted by 0.5 0.5 0.5 of a step
self-consistency stop: 5e-08 eV per atom in the density residual
occupations: Fermi-Dirac, 0.05 eV
spin: none
net charge: 0

Cell vectors (angstrom)
a, 10.88, 0, 0
b, 0, 10.88, 0
c, 0, 0, 19.2623

Atoms: element, x, y, z (angstrom)
Si, -0.2366, 0.2153, 0.2382
Si, 3.003, 2.4841, -0.1643
Si, -0.2828, 5.6693, 0.2908
Si, 2.9262, 7.6925, 0.0345
Si, 5.1961, 0.2031, 0.1271
Si, 8.3258, 2.251, 0.193
Si, 5.3535, 5.6265, -0.0699
Si, 8.3369, 7.8303, 0.4936
Si, 1.3742, 1.4466, 1.3939
Si, 4.1242, 4.0399, 1.2629
Si, 1.409, 6.7002, 1.5516
Si, 4.0038, 9.4357, 1.3484
Si, 6.7563, 1.2328, 1.5793
Si, 9.4637, 3.972, 1.4762
Si, 6.7189, 6.6673, 1.6264
Si, 9.5423, 9.4992, 1.6056
Si, 0.0219, 2.725, 2.8436
Si, 2.6673, -0.0297, 2.7626
Si, 0.0633, 8.1468, 2.895
Si, 2.761, 5.3123, 2.8195
Si, 5.4243, 2.7365, 2.7909
Si, 8.134, -0.0781, 2.9396
Si, 5.3861, 8.1635, 2.8443
Si, 8.1161, 5.305, 2.8972
Si, 1.3489, 4.0628, 4.2286
Si, 4.0467, 1.3563, 4.1377
Si, 1.355, 9.5461, 4.24
Si, 4.0565, 6.7668, 4.1811
Si, 6.753, 4.019, 4.2644
Si, 9.5179, 1.3476, 4.2185
Si, 6.7616, 9.4736, 4.2678
Si, 9.5116, 6.7623, 4.2007
Si, -0.0217, 0.0051, 5.6135
Si, 2.6872, 2.6858, 5.5632
Si, -0.022, 5.4257, 5.5939
Si, 2.6922, 8.1357, 5.547
Si, 5.4443, 0.0615, 5.5473
Si, 8.1474, 2.6906, 5.6
Si, 5.4597, 5.4751, 5.5687
Si, 8.1657, 8.1283, 5.6058
Si, 1.2914, 1.395, 6.9743
Si, 4.0592, 4.1137, 6.8363
Si, 1.3257, 6.7981, 6.9459
Si, 4.062, 9.5651, 6.8073
Si, 6.7931, 1.3929, 6.9981
Si, 9.4735, 4.0745, 6.9727
Si, 6.8498, 6.7718, 6.9916
Si, 9.4898, 9.5324, 6.9915
Si, -0.0957, 2.7492, 8.4015
Si, 2.7453, 0.0294, 8.1976
Si, -0.0524, 8.1189, 8.3484
Si, 2.7364, 5.4233, 8.2442
Si, 5.418, 2.8804, 8.2567
Si, 8.1881, 0.0765, 8.4073
Si, 5.454, 8.2717, 8.1394
Si, 8.183, 5.392, 8.4567
Si, 1.3814, 4.076, 9.6387
Si, 4.0458, 1.4965, 9.4851
Si, 1.37, 9.5669, 9.5187
Si, 4.0912, 6.9433, 9.4122
Si, 6.6749, 4.1526, 9.8374
Si, 9.4396, 1.4697, 9.9715
Si, 6.7564, 9.547, 9.605
Si, 9.5913, 6.7054, 9.9055
Si, 0.2558, 0.0805, 11.011
Si, 2.4137, 2.3957, 10.9703
Si, 0.6171, 5.5854, 11.3078
Si, 2.5946, 8.0437, 10.8348
Si, 5.605, 0.3715, 10.7688
Si, 7.6663, 2.6245, 11.3926
Si, 5.5545, 6.0089, 10.933
Si, 7.9015, 8.0227, 10.9855
Si, -3.4956, 4.0483, 17.2153
Si, 12.5514, 2.5744, 16.2815
Si, 9.55, 6.3767, 14.5951
Si, 9.1661, 8.8887, 15.9107
Si, 13.0556, 14.9044, 13.4925
Si, 0.8439, -1.7546, 17.3343
Si, 4.5233, 5.8746, 13.8262
Si, 7.2786, 4.2866, 14.173
Si, 4.8256, 8.6385, 15.3006
Si, 9.8412, -1.9548, 13.1333
Si, 2.5129, -0.3938, 15.4723
Si, 3.9616, 9.9192, 12.9913
Si, 10.4497, 4.6141, 16.8402
Si, 6.8193, 9.3287, 17.3865
O, -1.427, -4.0904, -0.1513
O, 0.6344, -0.4387, -1.0066
O, 3.2035, 5.0436, -5.0526
O, 4.1231, 1.3033, -0.5013
O, 0.8685, 4.7451, -6.4898
O, -13.1524, 7.4128, -3.8044
O, 1.9379, 8.1492, -1.2278
O, 2.5367, 13.9527, -1.6775
O, 5.965, -0.3546, -1.2318
O, 7.1765, 3.6093, -3.6058
O, 7.4223, 2.7273, -1.1113
O, 9.4398, 1.1663, -0.4405
O, 11.0093, 3.0873, -2.6657
O, 6.2512, 5.0623, -1.3909
O, 7.4195, 8.3498, -0.7629
O, 11.2729, 5.2095, -1.1575
O, -0.0482, -1.0092, 12.2549
O, 1.362, 1.2236, 11.5396
O, 5.9476, 5.1963, 14.1449
O, 1.6203, 6.8833, 11.4836
O, 2.9507, 3.1548, 12.3419
O, 3.334, 8.6762, 12.1727
O, 5.2126, 9.441, 13.9299
O, 6.7966, 1.2266, 11.5102
O, 4.5427, 0.1325, 11.9983
O, 7.4385, 3.2, 12.9704
O, 12.9999, 1.0081, 16.1697
O, 4.4959, 5.9018, 12.202
O, 10.2548, 8.5115, 17.06
O, 8.4264, 8.8458, 12.3337
O, 6.7353, 6.9931, 11.5878
O, -2.817, 9.9059, 16.5212
O, 10.2766, 7.3428, 13.466
O, 8.8854, 4.671, 17.2589
O, 12.7089, 3.0755, 14.7514
O, 10.6373, 5.5845, 15.5252
O, 12.1789, 9.4923, 15.8224
O, 8.5656, 5.2663, 13.9619
O, 4.3254, 7.1993, 14.7514
O, 5.9805, 8.3849, 16.3743
O, -6.725, 6.7007, 18.6724
O, 2.7876, 10.6252, 13.8821
O, 9.6828, -1.2258, 14.5732
O, 14.6754, 9.654, 16.0719

Results
free energy: -30564.953 eV
free energy less fixed offsets of O -463.61, Si -117.95 eV per atom: -22.413 eV
pressure: -1.75 GPa
stress xx, yy, zz, yz, xz, xy (GPa, positive in tension): 1.25, 1.33, 2.69, 1.14, -0.09, -1.41

Forces (eV/angstrom), in the order of the atoms: element, x, y, z
Si, -0.1496, -0.0918, -0.8143
Si, -0.0172, -0.1742, -0.5982
Si, -0.0664, 0.2368, -0.869
Si, 0.0616, -0.0117, -0.6668
Si, 0.0033, -0.0726, -0.8658
Si, 0.0609, -0.1203, -0.7859
Si, 0.0396, 0.1911, -0.481
Si, 0.0899, -0.0093, -1.0526
Si, 0.1114, 0.0222, -0.2515
Si, 0.0335, 0.0978, -0.1636
Si, -0.133, 0.1238, -0.1279
Si, 0.0398, -0.077, -0.1715
Si, 0.0276, -0.0008, -0.1411
Si, -0.0992, -0.0643, -0.3538
Si, -0.0287, -0.0615, -0.2409
Si, -0.0046, 0.0411, -0.3601
Si, 0.0031, -0.0198, 0.0439
Si, 0.0858, -0.0556, -0.1319
Si, 0.097, -0.0942, 0.0202
Si, 0.0883, -0.0829, -0.0613
Si, -0.0328, 0.03, -0.016
Si, -0.0073, -0.047, 0.09
Si, -0.0637, 0.1187, -0.097
Si, -0.0119, -0.0068, 0.1336
Si, 0.0328, -0.0456, 0.0266
Si, 0.0146, -0.03, -0.0954
Si, -0.0392, -0.0114, -0.0395
Si, 0.0327, 0.0725, -0.0231
Si, 0.0648, 0.0135, -0.0594
Si, -0.0198, -0.0039, -0.0418
Si, 0.0142, -0.0524, 0.029
Si, 0.0023, -0.0076, -0.0852
Si, 0.005, -0.0804, -0.02
Si, -0.044, -0.0139, -0.0426
Si, 0.0311, -0.0028, 0.0143
Si, 0.0286, -0.0201, 0.0081
Si, -0.0352, 0.0384, -0.0995
Si, -0.0151, 0.0626, 0.0126
Si, -0.0184, 0.0083, -0.0525
Si, -0.0198, 0.0327, -0.0517
Si, 0.0265, 0.0469, 0.091
Si, 0.046, 0.1104, -0.0005
Si, -0.0747, 0.0232, 0.0607
Si, 0.0372, 0.0335, -0.0251
Si, 0.0287, -0.0427, 0.0915
Si, -0.0306, -0.0462, 0.0283
Si, 0.002, -0.0336, 0.0692
Si, 0.0178, -0.0114, 0.0569
Si, -0.0389, -0.1086, 0.0733
Si, -0.0052, -0.1265, -0.0498
Si, -0.0193, -0.1038, 0.1256
Si, 0.0078, -0.0478, -0.0459
Si, 0.0213, 0.0305, -0.0224
Si, -0.0638, 0.0791, 0.0331
Si, 0.064, 0.1101, -0.1371
Si, 0.0166, 0.1426, 0.1168
Si, 0.0888, -0.0839, 0.4345
Si, -0.0256, -0.1086, 0.3133
Si, 0.0883, -0.1301, 0.2806
Si, -0.1178, -0.0322, 0.2126
Si, -0.0404, 0.2391, 0.2825
Si, 0.1891, -0.1448, 0.2492
Si, -0.0456, -0.0217, 0.2641
Si, 0.1074, 0.1206, 0.3869
Si, 0.3137, 0.0057, 0.6311
Si, -0.016, 0.0347, 0.4919
Si, 0.5101, 0.1017, 0.2427
Si, 0.0753, 0.0243, 0.8066
Si, -0.1785, -0.0749, 0.7016
Si, -0.7033, -0.3261, 0.6052
Si, -0.0729, 0.1556, 0.8064
Si, -0.1751, 0.0092, 0.8905
Si, -0.0251, 0.0436, 0.078
Si, -0.2573, -0.2722, -0.2188
Si, -0.163, 0.1226, 0.1852
Si, -0.2423, 0.0251, 0.0938
Si, 0.0694, 0.0101, 0.1399
Si, -0.07, -0.1782, -0.1197
Si, -0.1065, 0.1361, 0.2368
Si, 0.0891, 0.379, -0.0829
Si, 0.0707, -0.0403, -0.0518
Si, -0.0089, 0.0966, -0.0102
Si, 0.1961, -0.0495, -0.0814
Si, 0.0007, 0.0402, -0.0247
Si, 0.1622, -0.0207, -0.2995
Si, 0.1367, -0.0109, -0.0996
O, 0.1011, -0.0597, 0.9362
O, -0.1811, 0.0854, 0.4178
O, -0.0785, -0.1249, -0.3463
O, -0.1016, 0.0934, 0.6011
O, -0.1177, 0.2874, -0.6178
O, 0.4237, 0.1063, -0.1115
O, 0.223, 0.0523, 0.3493
O, 0.2314, -0.261, 0.8696
O, -0.1841, 0.0351, 0.567
O, 0.0678, 0.1946, 0.1383
O, 0.2516, 0.0514, 0.3831
O, 0.1059, 0.2228, 1.0575
O, 0.1408, 0.1914, 0.0403
O, -0.2083, -0.0025, 0.4038
O, 0.1859, 0.0063, 0.3879
O, -0.2639, 0.0874, 0.56
O, -0.0163, 0.2766, -0.3521
O, -0.0607, -0.0112, -0.6342
O, -0.0022, -0.2317, -0.0255
O, -0.3266, -0.2127, -0.4858
O, -0.264, -0.1601, -0.2841
O, -0.1373, 0.0218, -0.5062
O, -0.4644, -0.0598, 0.0811
O, -0.0205, 0.3917, -0.6055
O, 0.2471, -0.1321, -0.4056
O, 0.392, -0.12, -0.8318
O, -0.0908, 0.0822, -0.0501
O, 0.35, 0.0739, -0.3721
O, 0.1211, 0.1185, -0.0862
O, 0.1062, -0.3675, -0.5783
O, 0.0658, -0.1821, -0.9721
O, -0.0303, -0.3592, 0.0863
O, -0.0926, 0.1957, -0.0413
O, -0.1484, -0.0947, -0.0773
O, -0.0214, 0.1349, 0.0284
O, -0.1913, -0.1294, 0.2007
O, -0.0228, 0.0507, 0.3082
O, -0.0064, -0.0765, 0.1172
O, 0.1325, 0.0105, -0.1628
O, -0.0261, 0.2395, 0.0703
O, -0.1506, 0.1182, 0.6921
O, 0.1648, -0.1778, 0.1772
O, 0.0103, -0.3729, -0.0836
O, -0.1579, 0.07, -0.1626
